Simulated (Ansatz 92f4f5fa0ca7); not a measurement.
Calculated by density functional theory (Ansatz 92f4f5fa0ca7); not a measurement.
Periodic cell of 363 atoms, Si241O122, from a study of silicon, its oxide and their interface. The atomic structure is a simulated model.
Doubt: the cutoff is far below the 930 eV that the study's wrapper takes by default for these files, so forces and energies are approximate.
This geometry differs little from another in the collection (a relaxation step or a small displacement).

Settings
functional: PBE
potential files: Ansatz PAW
basis: plane waves
wave-function cutoff: 580 eV
density cutoff ratio: 5
exchange-correlation grid ratio: 1
k mesh: 1 x 1 x 1, Gamma-centred
self-consistency stop: 5e-08 eV per atom in the density residual
occupations: fixed
spin: none
net charge: 0

Cell vectors (angstrom)
a, 11.6015, 0, 0
b, 0, 13.3963, 0
c, 0, 0, 41.1702

Atoms: element, x, y, z (angstrom)
Si, 0, 2.2327, 1.1851
Si, 3.8672, 2.2327, 1.1851
Si, 7.7343, 2.2327, 1.1851
Si, 1.9336, 5.5818, 1.1851
Si, 5.8008, 5.5818, 1.1851
Si, 9.6679, 5.5818, 1.1851
Si, 0, 8.9308, 1.1851
Si, 3.8672, 8.9308, 1.1851
Si, 7.7343, 8.9308, 1.1851
Si, 1.9336, 12.2799, 1.1851
Si, 5.8008, 12.2799, 1.1851
Si, 9.6679, 12.2799, 1.1851
Si, 1.9336, 1.1164, 1.9745
Si, 5.8008, 1.1164, 1.9745
Si, 9.6679, 1.1164, 1.9745
Si, 0, 4.4654, 1.9745
Si, 3.8672, 4.4654, 1.9745
Si, 7.7343, 4.4654, 1.9745
Si, 1.9336, 7.8145, 1.9745
Si, 5.8008, 7.8145, 1.9745
Si, 9.6679, 7.8145, 1.9745
Si, 0, 11.1635, 1.9745
Si, 3.8672, 11.1635, 1.9745
Si, 7.7343, 11.1635, 1.9745
Si, 1.9336, 1.1164, 4.3426
Si, 5.8008, 1.1164, 4.3426
Si, 9.6679, 1.1164, 4.3426
Si, 0, 4.4654, 4.3426
Si, 3.8672, 4.4654, 4.3426
Si, 7.7343, 4.4654, 4.3426
Si, 1.9336, 7.8145, 4.3426
Si, 5.8008, 7.8145, 4.3426
Si, 9.6679, 7.8145, 4.3426
Si, 0, 11.1635, 4.3426
Si, 3.8672, 11.1635, 4.3426
Si, 7.7343, 11.1635, 4.3426
Si, 0, 0, 36.8296
Si, 3.8672, 0, 36.8296
Si, 7.7343, 0, 36.8296
Si, 1.9336, 3.3491, 36.8296
Si, 5.8008, 3.3491, 36.8296
Si, 9.6679, 3.3491, 36.8296
Si, 0, 6.6981, 36.8296
Si, 3.8672, 6.6981, 36.8296
Si, 7.7343, 6.6981, 36.8296
Si, 1.9336, 10.0472, 36.8296
Si, 5.8008, 10.0472, 36.8296
Si, 9.6679, 10.0472, 36.8296
Si, 0, 0, 39.1978
Si, 3.8672, 0, 39.1978
Si, 7.7343, 0, 39.1978
Si, 1.9336, 3.3491, 39.1978
Si, 5.8008, 3.3491, 39.1978
Si, 9.6679, 3.3491, 39.1978
Si, 0, 6.6981, 39.1978
Si, 3.8672, 6.6981, 39.1978
Si, 7.7343, 6.6981, 39.1978
Si, 1.9336, 10.0472, 39.1978
Si, 5.8008, 10.0472, 39.1978
Si, 9.6679, 10.0472, 39.1978
Si, 0, 2.2327, 39.9872
Si, 3.8672, 2.2327, 39.9872
Si, 7.7343, 2.2327, 39.9872
Si, 1.9336, 5.5818, 39.9872
Si, 5.8008, 5.5818, 39.9872
Si, 9.6679, 5.5818, 39.9872
Si, 0, 8.9308, 39.9872
Si, 3.8672, 8.9308, 39.9872
Si, 7.7343, 8.9308, 39.9872
Si, 1.9336, 12.2799, 39.9872
Si, 5.8008, 12.2799, 39.9872
Si, 9.6679, 12.2799, 39.9872
Si, 3.9522, -4.6127, 21.8415
Si, 3.8229, -0.2139, 30.1981
Si, 11.3165, -4.4425, 32.4857
Si, -0.7906, -0.4775, 27.4621
Si, 11.386, -0.8284, 29.7287
Si, 6.1174, 0.0971, 26.0229
Si, -3.754, 11.9228, 27.7296
Si, 9.5431, 10.6512, 23.8678
Si, 3.2424, 7.1144, 20.0963
Si, 5.6316, 16.5629, 25.9046
Si, 1.6537, 6.9238, 28.0321
Si, 8.5808, 13.7116, 31.1422
Si, -0.5515, 8.6478, 22.559
Si, 1.5844, 2.3149, 21.29
Si, 7.726, -1.5063, 29.9661
Si, -2.6143, 9.9569, 21.2262
Si, 11.4051, 2.0585, 32.4357
Si, 15.0681, 4.3133, 32.3313
Si, -3.3023, 5.1501, 23.6429
Si, 1.9114, 11.8568, 30.6131
Si, 9.3057, 7.0785, 29.5398
Si, 1.8328, 8.1375, 32.0039
Si, 3.5224, 13.8404, 22.7693
Si, 9.7806, 10.9486, 30.5224
Si, -4.9045, 7.9708, 30.6277
Si, 5.515, -1.8893, 30.5397
Si, 7.4136, 1.6303, 32.656
Si, 2.5005, 9.5638, 30.2119
Si, 2.8294, 2.2498, 25.3383
Si, 6.9185, 3.9659, 32.5643
Si, -0.7985, 8.8881, 30.1021
Si, 4.8657, 9.3146, 29.7677
Si, 7.4558, 8.3375, 32.8991
Si, 1.7318, 12.0385, 32.9504
Si, 5.5419, 11.6014, 32.9156
Si, 9.3675, 11.8945, 32.6481
Si, 1.7613, 0.9414, 33.4544
Si, 5.5827, 0.5287, 33.5854
Si, 9.4735, 1.8723, 33.8576
Si, -0.9719, 5.3776, 33.8669
Si, 5.0853, 5.0039, 33.7892
Si, 8.7129, 4.1172, 34.0059
Si, 3.2371, 8.4066, 33.8496
Si, 5.4415, 7.3735, 33.9076
Si, 9.7134, 7.5996, 33.6703
Si, -0.256, 11.073, 33.6303
Si, 3.5495, 10.7804, 33.854
Si, 7.5691, 10.6616, 33.6303
Si, 1.9183, 1.1198, 35.9185
Si, 5.7716, 1.0667, 35.9652
Si, 9.6674, 1.1267, 36.0785
Si, -0.0588, 4.5262, 36.0015
Si, 3.9675, 4.4941, 35.9756
Si, 7.762, 4.4513, 36.1216
Si, 2.0252, 7.8559, 35.9537
Si, 5.7958, 7.7913, 36.1579
Si, 9.6718, 7.8402, 36.0406
Si, -0.0198, 11.1353, 36.0152
Si, 3.848, 11.1665, 36.1267
Si, 7.7281, 11.1167, 35.9941
Si, 0.015, -0.014, 5.2112
Si, 3.8556, -0.0005, 5.069
Si, 7.7304, -0.003, 5.0746
Si, 1.9289, 3.3615, 5.1286
Si, 5.7873, 3.3647, 5.1659
Si, 9.6729, 3.3616, 4.9988
Si, 0.0006, 6.6896, 5.0682
Si, 3.8767, 6.6943, 5.166
Si, 7.7332, 6.7129, 5.1964
Si, 1.9091, 10.0303, 5.1506
Si, 5.786, 10.047, 5.1297
Si, 9.6626, 10.084, 5.158
Si, 0.0353, -0.0187, 7.6544
Si, 3.7973, -0.0131, 7.3943
Si, 7.7033, 0.0523, 7.4019
Si, 1.8833, 3.4262, 7.4951
Si, 5.7205, 3.4259, 7.5587
Si, 9.6444, 3.3545, 7.2869
Si, -0.0498, 6.6873, 7.3952
Si, 3.8852, 6.6996, 7.5639
Si, 7.726, 6.7655, 7.6193
Si, 1.8005, 9.9581, 7.5319
Si, 5.6659, 10.0842, 7.4942
Si, 9.5546, 10.2021, 7.5473
Si, -0.0508, 2.2826, 8.1922
Si, 3.76, 2.2192, 8.221
Si, 7.7081, 2.3026, 8.0462
Si, 1.8951, 5.6646, 8.3041
Si, 5.81, 5.6341, 8.4942
Si, 3.9824, 4.7649, 14.6955
Si, -0.2381, 8.8644, 8.265
Si, 3.7652, 8.9108, 8.3419
Si, 7.6312, 9.0996, 8.3251
Si, 2.0059, 12.1407, 8.3959
Si, 5.7597, 12.3475, 8.1699
Si, 9.5817, 12.472, 8.4414
Si, -3.1532, 2.3831, 10.228
Si, 5.9046, 8.186, 11.6164
Si, 6.3042, -1.1897, 14.496
Si, -1.6957, 5.6677, 10.573
Si, 10.867, 7.9424, 10.4219
Si, 7.5551, 9.7394, 10.6209
Si, -2.5027, 8.9114, 13.877
Si, 1.4725, 3.6698, 16.2108
Si, 6.0251, 3.7734, 22.849
Si, -1.1586, 14.3764, 11.9732
Si, 5.6151, 10.0367, 15.0543
Si, 6.7695, 8.2506, 13.8896
Si, -0.7221, 2.6109, 10.4037
Si, 3.6763, 1.8757, 10.5359
Si, 13.6153, 0.9063, 17.148
Si, 0.9822, 3.4225, 24.2453
Si, 9.681, 5.5186, 8.2223
Si, 8.8448, -0.0616, 10.6297
Si, 6.5606, 3.7235, 15.4153
Si, 5.1433, 12.6058, 10.4395
Si, 13.0443, 7.8876, 11.4441
Si, -5.6296, 5.7847, 10.9453
Si, 0.1132, 17.8852, 11.5378
Si, 11.9251, 9.0725, 13.2352
O, 12.1636, -8.6253, 17.0051
O, 37.6188, -3.5733, 22.5115
O, 14.516, -9.0913, 15.8107
O, 44.6805, 9.2575, 17.5093
O, 12.3239, 16.6756, 14.7873
O, -17.4469, -9.4453, 24.459
O, 13.828, 1.2538, 11.0787
O, -16.3871, -13.6202, 27.443
O, 10.2207, 10.8238, 20.5452
O, 36.9851, 12.068, 11.8458
O, 2.748, 9.4323, 16.5561
O, -1.9954, -18.2844, 21.7534
O, 1.3487, -10.2998, 22.6989
O, 3.2625, -6.6397, 27.7239
O, 0.5245, -4.6702, 21.3461
O, -5.079, 18.7747, 18.6363
O, 10.2965, 32.664, 25.6609
O, -18.6362, -13.7551, 26.1499
O, 19.332, -3.5394, 20.2121
O, 23.519, 19.2872, 14.6446
O, 6.6671, 15.7177, 22.519
O, 4.99, 8.7841, 28.1725
O, 13.9711, -12.3238, 26.4201
O, 1.7263, -10.9052, 17.2929
Si, 10.8484, 5.4926, 27.1672
Si, 14.3213, -3.2551, 15.0917
Si, -0.1034, -8.9465, 13.9303
Si, -9.9553, 5.986, 31.0199
Si, 6.3314, 17.1747, 18.4954
Si, 25.4519, 11.9413, 18.8213
Si, 7.4006, -0.6896, 17.2569
Si, 1.9294, -7.7035, 10.6826
Si, 10.0938, 2.4573, 28.1061
Si, -0.3429, -1.3565, 20.1724
Si, 14.9201, -13.4497, 27.1638
Si, -4.764, -6.464, 18.338
Si, 10.9753, 6.0324, 24.168
Si, 14.652, 11.477, 10.5473
Si, 26.1838, 24.26, 23.7978
Si, -1.8643, -10.9543, 23.9517
Si, 19.9097, -0.1761, 24.0684
Si, 9.4237, 10.4989, 16.5586
Si, 5.2477, -2.4967, 18.1798
Si, 17.7687, 9.4947, 19.8409
Si, 7.2671, 17.2203, 27.6706
Si, 0.5339, 4.3609, 32.4143
Si, 3.7669, 14.666, 32.1918
Si, 22.4145, 14.8954, 21.0499
Si, 7.9767, -9.0201, 11.4961
Si, 11.8946, -7.1894, 16.2628
Si, 18.71, -1.4466, 11.4445
Si, -1.7118, -5.7048, 17.9726
Si, 8.7862, 3.2341, 13.5135
Si, 19.7492, 1.5101, 19.319
Si, 3.8808, -8.5596, 11.6451
Si, 1.4075, 11.0302, 26.5751
Si, 9.6993, -3.8917, 11.7092
Si, 18.1623, 0.8369, 21.8725
Si, -4.396, 5.0802, 30.511
Si, 1.0372, 9.1816, 28.3668
Si, 15.6117, 4.0655, 20.4815
Si, 0.5847, -5.4108, 19.9037
Si, 18.9277, 19.8778, 26.2881
Si, 7.7511, -4.0578, 25.9476
Si, 24.9786, 0.2018, 12.276
Si, 16.1326, 7.5972, 27.1343
Si, -12.6594, 14.7385, 30.3199
Si, 23.2278, -1.094, 17.2207
Si, -8.0817, 9.0894, 10.7133
Si, 3.4095, -0.1794, 14.7809
Si, 17.7687, 6.6424, 15.4046
Si, 2.2495, -5.0807, 17.6007
Si, -6.6299, 22.3737, 24.5358
O, 1.6279, -6.6441, 20.1629
O, 6.1904, 16.6804, 16.9409
O, -21.9611, 19.6236, 29.4661
O, 27.1982, 16.5088, 26.1526
O, 18.7773, -8.5019, 22.4698
O, 6.1492, 34.6799, 19.4656
O, -6.655, -0.2842, 14.258
O, -14.2723, 1.2114, 24.6257
O, 0.8236, 5.9423, 27.0141
O, 20.9324, -27.8979, 27.1653
O, 8.4601, 10.6011, 22.6301
O, 32.787, -1.1756, 24.2345
O, 18.6223, 27.6306, 20.3087
O, 8.4317, 20.5602, 18.3682
O, 39.4983, -18.683, 23.166
O, 17.7856, -7.0122, 30.5811
O, 27.6761, 10.5234, 24.3783
O, 1.5043, 20.5984, 16.6775
O, -16.0198, 12.1095, 13.1103
O, -9.2241, -13.2064, 18.5873
O, 23.0473, -19.2745, 23.6725
O, -3.1298, 29.4795, 27.7972
O, 40.7828, -14.4207, 18.01
O, 8.726, 3.6895, 24.2566
O, -25.0669, 5.7296, 23.1136
O, 10.4607, 6.7988, 16.737
O, 8.3011, 24.7365, 17.3825
O, 15.6913, 8.3002, 25.7341
O, 11.7835, 0.2719, 12.6119
O, 7.1842, 26.3816, 15.6555
O, 9.0949, 36.5241, 25.1264
O, 17.8835, 7.3663, 16.8699
O, -0.5712, -0.1319, 21.2351
O, 2.5381, 43.5271, 20.3944
O, 15.6649, -10.1707, 11.3627
O, -19.2974, 16.2503, 31.6922
O, 1.9004, 10.6364, 25.0408
O, 10.8635, 12.5506, 18.6559
O, -4.0296, 19.5511, 24.7113
O, 2.7644, 11.766, 15.142
O, 22.3676, -5.9281, 19.3298
O, 19.2667, 16.4409, 19.0618
O, 14.1806, -14.8982, 27.3522
O, 19.7142, 13.9962, 17.9522
O, 28.3777, 30.4418, 14.5475
O, -10.2181, -17.0767, 14.2876
O, 8.0388, 21.297, 26.6724
O, 21.492, -9.1634, 14.2115
O, 28.0819, 0.807, 10.8718
O, -0.9145, -5.0472, 14.1282
O, 27.8, 6.1892, 15.2111
O, 10.6806, -12.2214, 27.2179
O, 25.7734, -12.7973, 13.6324
O, 15.7243, 9.6956, 14.3671
O, 30.5763, -2.8823, 27.0063
O, 9.6932, 28.4495, 19.8503
O, 36.0875, 11.6666, 20.1425
O, 12.2839, -21.7442, 24.1689
O, 2.9474, -0.9908, 23.2889
O, -0.4696, -3.1261, 12.3422
O, -15.2536, -8.1686, 27.1328
O, 50.1803, 13.865, 28.6528
O, 28.2392, -39.9105, 22.1319
O, 22.5964, 10.0822, 23.3663
O, 6.5471, 9.0403, 24.8923
O, 18.3769, 4.1372, 29.2195
O, 5.133, 23.0752, 21.1027
O, 28.1958, -23.4103, 19.3559
O, 15.0668, 7.7096, 18.5424
O, 2.5036, 14.3748, 21.6069
O, -5.8526, 6.5573, 26.7649
O, -0.8149, 3.9054, 27.6326
O, 11.7653, -1.2975, 26.3901
O, 21.1736, 15.2196, 13.1319
O, -17.8246, -30.0494, 16.713
O, 12.192, 0.2907, 16.567
O, 7.6818, 2.8115, 14.6662
O, -17.0099, 1.6611, 25.6444
O, 11.1773, -10.7046, 24.6946
O, 15.574, 5.6725, 20.2172
O, 8.8466, -16.7989, 15.1225
O, 10.0718, 15.5448, 22.3738
O, 14.7546, -8.1041, 31.0412
O, -0.9327, 24.8921, 16.2006
O, 3.3517, -8.4052, 13.2114
O, 3.2842, -12.6874, 16.1395
O, -16.2026, -0.7037, 24.9114
O, 1.2164, -17.8496, 18.7269
O, 7.9187, 21.4099, 29.4747
O, 24.5582, 11.4156, 17.5511
O, -4.5015, 5.2786, 15.4026
O, 7.7417, -13.4534, 22.5511
O, 20.3668, 19.1, 30.3443
O, 16.25, 17.3121, 21.9906
O, 10.0835, 6.4862, 28.2215
O, 26.7342, 14.9059, 24.024
O, 25.2446, -9.2091, 33.2001
O, -7.8908, 38.0094, 18.7595

Results
free energy: -222570.741 eV
free energy less fixed offsets of O -568.88, Si -635.61 eV per atom: 14.629 eV

Forces (eV/angstrom), in the order of the atoms: element, x, y, z
Si, 0.0915, 0.0088, -0.0355
Si, -0.0279, 0.0366, 0.0451
Si, -0.0055, -0.0463, 0.0552
Si, -0.0575, -0.0646, -0.0496
Si, 0.0239, -0.0425, -0.0319
Si, 0.0677, 0.0196, 0.0438
Si, -0.0216, 0.0068, 0.0311
Si, -0.0144, 0.0089, -0.0188
Si, -0.0053, 0.0051, -0.0277
Si, 0, 0.0039, 0.0086
Si, 0.0072, -0.0003, 0.047
Si, 0.0022, 0.0387, -0.0023
Si, -0.1244, 0.0196, 0.0011
Si, -0.0099, 0.075, -0.0252
Si, 0.0917, -0.1056, -0.0402
Si, 0.0925, 0.012, 0.0224
Si, -0.015, 0.0372, -0.0127
Si, -0.1245, 0.1077, -0.0296
Si, 0.0736, -0.0168, -0.0175
Si, 0.0173, -0.0187, -0.0118
Si, -0.0709, 0.0633, 0.0178
Si, -0.0099, 0.0157, 0.0025
Si, -0.0731, -0.0653, -0.0199
Si, -0.0362, -0.0558, -0.0133
Si, -0.2461, 0.0642, 0.0395
Si, -0.1096, 0.2168, -0.0135
Si, 0.2922, -0.2286, -0.0492
Si, 0.2459, 0.0032, -0.6058
Si, -0.009, 0.1026, -0.0145
Si, -0.2989, 0.2972, 0.0158
Si, 0.1605, -0.0583, -0.0205
Si, 0.0341, -0.0658, 0.1367
Si, -0.1894, 0.206, 0.2701
Si, -0.0299, 0.1303, 0.1058
Si, -0.2375, -0.1715, -0.0437
Si, -0.0687, -0.0876, -0.1546
Si, 0.1867, -0.1072, -0.4739
Si, -0.3312, 0.2409, -0.1032
Si, -0.2549, -0.246, -0.5763
Si, 0.1646, 0.1992, -1.4849
Si, 0.1792, -0.4366, -0.181
Si, 0.2272, -0.0116, 1.1229
Si, 0.2972, 0.4426, -0.2365
Si, -0.012, -0.1604, 0.796
Si, 0.3924, -0.0432, 0.2244
Si, -0.1925, -0.0994, 0.4046
Si, 0.0242, 0.0202, 0.2022
Si, -0.1253, 0.0407, 0.2016
Si, 0.0412, 0.0146, 0.0184
Si, -0.1203, 0.0728, 0.0009
Si, -0.0297, -0.0637, 0.0393
Si, 0.0177, 0.0778, 0.0971
Si, 0.0883, -0.1753, 0.0349
Si, 0.1761, 0.0153, -0.0297
Si, 0.1904, 0.1897, 0.053
Si, -0.1138, -0.1508, -0.054
Si, 0.0914, -0.0151, 0.0167
Si, -0.1478, -0.0541, 0.0105
Si, 0.0038, -0.0318, 0.0123
Si, -0.0415, -0.0148, -0.0099
Si, -0.1222, 0.0043, -0.0126
Si, 0.0224, -0.0364, -0.0711
Si, 0.0391, 0.0544, -0.0107
Si, 0.0512, 0.0855, 0.0414
Si, -0.0398, 0.0598, -0.039
Si, -0.0774, -0.0443, -0.019
Si, 0.0268, 0.0046, 0.0725
Si, 0.0074, -0.0006, -0.017
Si, -0.0017, 0.0113, 0.0296
Si, 0.0033, -0.0215, -0.0017
Si, -0.0044, -0.0256, -0.0527
Si, 0.0072, -0.0446, -0.0324
Si, -0.0276, -0.0126, -0.0503
Si, 0.0033, 0.0004, 0.0126
Si, -0.07, 0.0445, 0.0576
Si, 0.0346, 0.039, 0.025
Si, -0.0283, 0.056, -0.0459
Si, -0.0234, 0.051, -0.0378
Si, -0.0569, 0.0277, -0.001
Si, 0.007, 0.0015, -0.0102
Si, 0.0263, 0.018, -0.003
Si, 0.0078, -0.0023, 0.0153
Si, -0.0021, -0.0824, -0.021
Si, 0.0543, -0.0085, 0.0454
Si, 0.0181, -0.0173, -0.0104
Si, -0.0298, -0.0013, -0.0072
Si, 0.0418, -0.0688, -0.0515
Si, 0.0012, -0.0043, -0.0322
Si, 0.0223, 0.0359, 0.0079
Si, -0.026, -0.0441, -0.0018
Si, -0.0245, -0.0256, 0.0185
Si, 0.0293, 0.0307, 0.0392
Si, 0.0057, -0.0281, -0.0259
Si, 0.0778, 0.0057, 0.0688
Si, -0.0092, 0.0133, 0.0174
Si, -0.1461, 0.1118, 0.2217
Si, -0.0431, 0.0218, 0.0097
Si, -0.0292, 0.0058, -0.0314
Si, 0.0227, -0.0194, 0.0464
Si, 0.0018, -0.0045, -0.0148
Si, 0.0144, 0.0129, -0.0019
Si, 0.0107, 0.0166, -0.0099
Si, -0.0306, 0.0288, -0.0194
Si, 0.0381, 0.0218, 0.0597
Si, 0.0171, 0.0245, 0.0045
Si, -0.0356, -0.0014, -0.0469
Si, 0.0109, 0.0179, 0.0065
Si, 0.0361, -0.2506, -0.4683
Si, 0.0056, 0.0107, 0.0156
Si, 0.0017, -0.0071, -0.004
Si, -0.0518, 0.1749, 0.0247
Si, -0.0417, 0.061, 0.0034
Si, -0.022, 0.0011, 0.0234
Si, 0.0128, -0.0206, 0.0175
Si, 0.0266, -0.0677, -0.0382
Si, -0.0414, 0.0467, -0.0007
Si, 0.0491, -0.1052, 0.0287
Si, 0.1335, -0.0378, 0.1988
Si, 0.0162, 0.0155, 0.0218
Si, -0.0761, -0.0037, 0.0597
Si, -0.005, 0.0005, 0.0082
Si, 0.0342, 0.0086, -0.0074
Si, -0.0019, 0.0208, 0.018
Si, 0.0023, 0.004, 0.006
Si, 0.0246, 0.0243, -0.0058
Si, 0.0125, 0.0062, -0.0049
Si, 0.0041, 0.0076, 0.0048
Si, 0.0006, 0.0193, 0.0066
Si, 0.027, -0.0051, -0.0147
Si, -0.0084, 0.0103, -0.0592
Si, -0.0062, -0.0128, 0.0014
Si, 0.003, -0.0303, 0.0075
Si, -0.0177, 0.0082, 0.0071
Si, 0.0016, 0.0044, 0.0011
Si, -0.0001, -0.0002, -0.0132
Si, -0.0077, -0.0056, 0.0049
Si, 0.0056, -0.0011, 0.0027
Si, -0.0108, -0.0097, -0.0218
Si, 0.0043, 0.0099, -0.0042
Si, -0.007, 0.0031, -0.0014
Si, -0.0086, -0.0051, 0.0082
Si, 0.006, 0.0085, 0.0093
Si, 0.0063, -0.0084, -0.0062
Si, -0.0024, -0.0152, 0.0116
Si, 0, -0.0049, 0.0009
Si, -0.0074, 0.0028, -0.0065
Si, 0.0138, -0.0042, 0.0075
Si, 0.0116, 0.006, -0.0006
Si, -0.0102, -0.0032, -0.0109
Si, 0.0025, -0.0122, 0.0564
Si, 0.0018, 0.016, 0.0173
Si, 0.0047, -0.0105, -0.0136
Si, 0.0012, -0.0082, -0.019
Si, -0.0033, 0.0151, -0.011
Si, -0.0201, 0.0139, -0.0076
Si, 0.0045, -0.0035, 0.0046
Si, 0.0134, -0.0083, 0.0021
Si, 0.0001, -0.0201, 0.0038
Si, -0.0199, -0.022, -0.0051
Si, -0.004, -0.0099, -0.017
Si, 0.013, 0.0095, -0.0001
Si, -0.0537, 0.0346, -0.0398
Si, -0.0042, -0.0025, 0.0129
Si, -0.0164, 0.0124, -0.0018
Si, 0.0329, -0.0259, -0.0023
Si, 0.021, -0.0044, -0.0026
Si, -0.0274, 0.0159, 0.0258
Si, 0.0062, 0.0097, -0.0068
Si, 0.0406, 0.0239, 0.0108
Si, 0.0078, 0.001, 0.0011
Si, 0.0435, 0.038, -0.0604
Si, -0.024, -0.0158, 0.0058
Si, 0.0402, 0.0452, 0.0243
Si, 0.0152, 0.0556, 0.0375
Si, -0.0033, -0.0263, 0.0177
Si, 0.0143, -0.0052, -0.0112
Si, -0.0127, 0.0022, 0.0246
Si, 0.0002, 0.007, 0.0483
Si, -0.0015, -0.0643, -0.0038
Si, -0.0131, 0.0752, -0.016
Si, -0.0108, 0.0192, -0.0028
Si, -0.0136, -0.0085, 0.0069
Si, -0.0132, 0.0097, 0.0047
Si, 0.0295, -0.0238, 0.004
Si, -0.0018, 0.0336, 0.0237
Si, -0.0323, -0.0539, 0.0152
Si, 0.0174, -0.0382, 0.0013
Si, 0.0042, -0.012, -0.0047
Si, -0.0076, 0.0354, -0.0068
Si, 0.0034, -0.0051, -0.0082
Si, 0.0002, 0.0211, -0.0053
Si, 0.0396, -0.0159, 0.0464
O, -0.0011, -0.0157, 0.004
O, 0.0031, 0.0075, 0.0178
O, 0.0568, 0.0287, -0.0577
O, -0.007, -0.0091, 0.0185
O, -0.0133, 0.0105, 0.0034
O, 0.0076, 0.0072, -0.0256
O, -0.0141, -0.0103, 0.0334
O, 0.07, -0.0552, 0.0675
O, -0.0084, -0.0015, 0.0131
O, -0.0277, 0.034, 0.0287
O, 0.0038, 0.0051, -0.0064
O, -0.003, -0.0001, 0.0074
O, 0.0066, -0.0129, 0.0001
O, -0.0034, 0.0335, -0.0112
O, -0.0125, 0.0014, 0.0134
O, 0.0137, 0.0516, -0.0148
O, 0.006, 0.011, -0.0134
O, -0.0022, -0.008, 0.0149
O, 0.0223, 0.0019, 0.0193
O, -0.0015, -0.0115, 0.0023
O, 0.0046, -0.0279, -0.0167
O, -0.0198, -0.0159, -0.0261
O, -0.0084, -0.0236, 0.0152
O, 0.0048, -0.0205, 0.0004
Si, 0.008, 0.0102, 0.0022
Si, 0.0218, -0.0181, -0.0145
Si, -0.0253, -0.0169, 0.0195
Si, -0.0711, -0.0308, 0.023
Si, -0.0115, 0.0093, -0.0041
Si, 0.0229, -0.0191, 0.0084
Si, -0.0287, -0.0042, -0.0122
Si, -0.024, 0.0096, 0.0361
Si, -0.0417, 0.066, -0.1788
Si, 0.0043, -0.0009, 0.0035
Si, 0.0036, 0.0096, -0.0292
Si, 0.0256, -0.0246, -0.0334
Si, 0.0074, -0.0205, 0.0147
Si, 0.0269, -0.0104, -0.0183
Si, -0.0132, 0.0187, -0.0304
Si, -0.0045, 0.0155, 0.0085
Si, -0.0182, -0.0026, 0.0129
Si, -0.0003, -0.0095, -0.0379
Si, -0.0026, -0.0198, 0.0073
Si, -0.0377, 0.0049, 0.0027
Si, -0.0165, 0.0292, 0.0162
Si, -0.0314, 0.0182, -0.0206
Si, -0.0187, -0.047, -0.0134
Si, 0.05, 0.0255, 0.018
Si, -0.0155, 0.0165, -0.0053
Si, -0.005, 0.0255, -0.0123
Si, -0.0202, 0.0067, 0.0839
Si, -0.0148, -0.0047, -0.0257
Si, 0.0263, -0.0196, 0.0246
Si, 0.0057, 0.0056, -0.0051
Si, 0.0002, 0.0193, -0.0144
Si, 0.0442, 0.0257, -0.0267
Si, -0.0504, -0.1041, -0.0154
Si, -0.0097, 0.0055, -0.0008
Si, -0.0355, 0.0556, -0.0983
Si, -0.027, 0.0004, -0.014
Si, -0.0192, 0.0039, 0.0089
Si, 0.0388, 0.0003, 0.0025
Si, -0.0276, -0.0769, 0.0381
Si, 0.0018, -0.0347, 0.0004
Si, 0.0123, 0.0103, -0.0024
Si, 0.0084, -0.0271, -0.0037
Si, 0.0338, -0.0669, -0.0063
Si, 0.0042, -0.012, -0.0151
Si, -0.0126, 0.0134, 0.0219
Si, 0.0013, -0.0086, -0.0243
Si, -0.0565, -0.02, 0.0962
Si, 0.0179, -0.0031, 0.0095
Si, -0.0125, -0.003, -0.0044
O, -0.0283, -0.0081, 0.0101
O, 0.0109, 0.0247, -0.0169
O, -0.0044, 0.0033, 0.0035
O, -0.0178, 0.0123, 0.0112
O, 0.0081, 0.0096, 0.0014
O, 0.0073, -0.0154, -0.0121
O, 0.0053, -0.0148, 0.016
O, 0.0022, -0.0212, -0.0073
O, 0.0168, 0.0566, 0.0403
O, -0.0403, -0.0278, 0.0049
O, -0.0029, 0.0035, 0.0131
O, -0.0227, 0.0049, 0.0017
O, 0.0022, 0.0025, 0.0255
O, -0.0671, -0.026, 0.0086
O, 0.0196, -0.0011, 0.0278
O, 0.0048, -0.0847, 0.0333
O, 0.0096, -0.0115, 0.0022
O, -0.0133, -0.0189, 0.0005
O, -0.0286, 0.0032, -0.0495
O, -0.0043, 0.0024, -0.0125
O, -0.0039, 0.01, -0.0028
O, 0.0294, -0.0441, 0.0319
O, 0.0375, -0.0075, -0.0141
O, 0.0093, -0.0086, -0.0097
O, -0.0013, 0.0082, -0.0035
O, 0.0087, -0.0064, 0.0106
O, -0.0156, 0.0227, 0.0082
O, 0.005, -0.0096, 0.0133
O, 0.0018, 0.0008, -0.03
O, -0.0092, -0.0285, 0.019
O, -0.0039, 0.0059, 0.0064
O, 0.0259, -0.0957, -0.0533
O, -0.013, -0.0154, -0.0005
O, 0.0112, 0.0094, 0.0094
O, 0.0029, -0.0281, 0.0084
O, 0.0154, 0.0351, -0.0158
O, -0.0019, -0.0236, -0.0067
O, 0.004, -0.0024, -0.0105
O, 0.0071, 0.0127, -0.0065
O, 0.0033, -0.0188, 0.01
O, -0.0107, -0.0029, 0.0009
O, -0.0112, -0.0061, -0.0035
O, 0.0049, 0.0156, 0.0083
O, -0.0018, -0.0115, 0.004
O, -0.0074, 0.0244, 0.0173
O, 0.012, -0.0167, 0.0033
O, 0.0039, 0.023, -0.0112
O, 0.018, 0.0222, 0.008
O, 0.0119, 0.0026, 0.0077
O, 0.0505, 0.0162, -0.029
O, 0.0614, -0.0337, 0.0133
O, 0.007, 0.0299, 0.066
O, -0.0184, -0.0155, -0.0277
O, -0.0563, 0.0165, 0.0048
O, 0.0085, 0.0147, 0.015
O, -0.0424, -0.0054, -0.0162
O, -0.0046, 0.0006, -0.0047
O, -0.0173, 0.0209, 0.0021
O, 0.0023, -0.0135, 0.0045
O, -0.0243, 0.0126, -0.0476
O, -0.0307, 0.0148, -0.0108
O, 0.0035, -0.0088, 0.0221
O, 0.0233, -0.0032, -0.0047
O, -0.0098, 0.0016, 0.0108
O, 0.0103, 0.0069, 0.0133
O, 0.0043, -0.0105, 0.0337
O, 0.015, 0.0053, -0.0009
O, 0.018, 0.0001, -0.0057
O, -0.0035, 0.0069, -0.0077
O, 0.001, 0, 0.0093
O, 0.0075, 0.0271, -0.0144
O, -0.0078, -0.0429, 0.0508
O, -0.0321, 0.0078, 0.0098
O, 0.0301, -0.0681, -0.0506
O, 0.0017, 0.0359, 0.0177
O, -0.0006, -0.0122, 0.0097
O, -0.0041, 0.0425, -0.0087
O, 0.0063, -0.0465, 0.0001
O, -0.0162, -0.0036, -0.0074
O, 0.0034, -0.0091, 0.0065
O, -0.0013, -0.0031, 0.0106
O, -0.0154, -0.0048, 0.0074
O, 0.056, -0.0124, 0.0118
O, 0.0046, 0.003, 0.0213
O, 0.0231, -0.0012, 0.1065
O, -0.0065, 0.0039, 0.0157
O, 0.0264, 0.0158, -0.0197
O, -0.0044, 0, 0.0011
O, 0.0287, 0.0037, -0.0381
O, -0.0067, 0.0061, 0.0081
O, -0.0114, 0.0144, 0.0168
O, -0.0127, 0.0021, 0.0131
O, -0.0022, -0.0097, 0.0284
O, 0.0044, -0.0033, -0.0119
O, 0.0006, 0.0264, 0.0323
O, -0.003, -0.0074, -0.0194
O, 0.0793, 0.0041, -0.0025
O, -0.0126, 0.0099, 0.0016

The program warned: the cutoff lies below the one the program advises for these potential files; the exchange-correlation potential is rough where the density is thin.
